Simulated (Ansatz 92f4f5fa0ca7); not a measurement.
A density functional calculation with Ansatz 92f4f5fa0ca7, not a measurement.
Periodic cell of 375 atoms, Si241O134, from a study of silicon, its oxide and their interface. The atomic structure is a simulated model.
Doubt: the cutoff is far below the 930 eV that the study's wrapper takes by default for these files, so forces and energies are approximate.
This geometry differs little from another in the collection (a relaxation step or a small displacement).

Settings: functional PBE; potential files Ansatz PAW; basis plane waves; wave-function cutoff 580 eV; density cutoff ratio 5; exchange-correlation grid ratio 1; k mesh 1 x 1 x 1, Gamma-centred; self-consistency stop 5e-08 eV per atom in the density residual; occupations fixed; spin none; net charge 0.

Cell vectors (angstrom)
a 11.6015 0 0
b 0 13.3963 0
c 0 0 41.8069

Atoms and the computed forces on them: element, x, y, z (angstrom), force x, y, z (eV/angstrom)
Si 0 2.2327 1.1851 0.0379 0.1208 0.019
Si 3.8672 2.2327 1.1851 -0.0714 0.0075 0.0626
Si 7.7343 2.2327 1.1851 0.007 0.0393 0.0014
Si 1.9336 5.5818 1.1851 -0.0327 -0.0211 0.0426
Si 5.8008 5.5818 1.1851 0.0327 -0.0597 -0.0442
Si 9.6679 5.5818 1.1851 0.013 -0.0417 0.0076
Si 0 8.9308 1.1851 -0.0374 -0.0269 0.0468
Si 3.8672 8.9308 1.1851 0.0116 0.0694 -0.0416
Si 7.7343 8.9308 1.1851 0.004 0.0118 0.0399
Si 1.9336 12.2799 1.1851 0.0748 -0.0143 -0.0365
Si 5.8008 12.2799 1.1851 -0.0919 -0.0439 0.0114
Si 9.6679 12.2799 1.1851 0.0359 -0.0148 -0.0346
Si 1.9336 1.1164 1.9745 -0.0487 -0.1453 -0.0107
Si 5.8008 1.1164 1.9745 0.0736 0.0117 -0.0245
Si 9.6679 1.1164 1.9745 -0.0172 -0.0968 -0.031
Si 0 4.4654 1.9745 -0.1033 -0.0396 0.0267
Si 3.8672 4.4654 1.9745 0.1079 0.0818 -0.0142
Si 7.7343 4.4654 1.9745 -0.0662 0.0264 0.0191
Si 1.9336 7.8145 1.9745 0.1634 -0.0236 -0.0409
Si 5.8008 7.8145 1.9745 -0.0664 0.0229 -0.0344
Si 9.6679 7.8145 1.9745 0.0606 0.0961 -0.0216
Si 0 11.1635 1.9745 -0.0857 0.0634 -0.0156
Si 3.8672 11.1635 1.9745 0.0126 0.0017 0.0731
Si 7.7343 11.1635 1.9745 0.0124 0.0183 -0.022
Si 1.9336 1.1164 4.3426 -0.1036 -0.4075 -0.1488
Si 5.8008 1.1164 4.3426 0.1499 0.032 0.3718
Si 9.6679 1.1164 4.3426 -0.0495 -0.2147 0.3664
Si 0 4.4654 4.3426 -0.29 -0.0659 -0.3535
Si 3.8672 4.4654 4.3426 0.366 0.2333 0.0697
Si 7.7343 4.4654 4.3426 -0.1406 0.0364 -0.3792
Si 1.9336 7.8145 4.3426 0.3799 -0.05 0.0399
Si 5.8008 7.8145 4.3426 -0.1443 0.0849 0.106
Si 9.6679 7.8145 4.3426 0.1119 0.2492 0.0005
Si 0 11.1635 4.3426 -0.1852 0.1499 0.1082
Si 3.8672 11.1635 4.3426 0.0178 0.0037 -0.3056
Si 7.7343 11.1635 4.3426 0.0141 0.0342 0.3681
Si 0 0 37.4663 0.3147 0.3796 0.9738
Si 3.8672 0 37.4663 -0.1212 0.1284 -0.3337
Si 7.7343 0 37.4663 -0.3008 -0.256 0.9003
Si 1.9336 3.3491 37.4663 -0.0447 0.1565 -1.1022
Si 5.8008 3.3491 37.4663 -0.0746 -0.473 0.4298
Si 9.6679 3.3491 37.4663 -0.1266 -0.2399 -0.0608
Si 0 6.6981 37.4663 -0.054 -0.3417 -0.577
Si 3.8672 6.6981 37.4663 0.1711 0.2897 0.6208
Si 7.7343 6.6981 37.4663 -0.1332 0.0073 0.1098
Si 1.9336 10.0472 37.4663 0.0651 -0.29 -0.328
Si 5.8008 10.0472 37.4663 0.061 0.226 -0.4184
Si 9.6679 10.0472 37.4663 -0.0306 0.3812 -0.3611
Si 0 0 39.8344 0.2027 0.1875 -0.0003
Si 3.8672 0 39.8344 -0.0243 0.0258 0.0563
Si 7.7343 0 39.8344 -0.1102 -0.0778 -0.0457
Si 1.9336 3.3491 39.8344 -0.0003 0.0634 0.1116
Si 5.8008 3.3491 39.8344 -0.0713 -0.2559 0.0073
Si 9.6679 3.3491 39.8344 -0.0589 -0.0729 0.0584
Si 0 6.6981 39.8344 0.0124 -0.1391 0.0467
Si 3.8672 6.6981 39.8344 -0.0109 0.152 -0.0221
Si 7.7343 6.6981 39.8344 -0.0133 0.0019 -0.0127
Si 1.9336 10.0472 39.8344 -0.004 -0.1202 0.0145
Si 5.8008 10.0472 39.8344 0.0105 0.0488 0.0432
Si 9.6679 10.0472 39.8344 0.0235 0.0933 0.0453
Si 0 2.2327 40.6238 -0.047 -0.1312 0.0103
Si 3.8672 2.2327 40.6238 0.0808 0.0076 0.003
Si 7.7343 2.2327 40.6238 -0.0117 -0.0394 0.0486
Si 1.9336 5.5818 40.6238 0.0435 0.0272 -0.0307
Si 5.8008 5.5818 40.6238 -0.0312 0.0559 -0.0477
Si 9.6679 5.5818 40.6238 -0.0272 0.0288 -0.0417
Si 0 8.9308 40.6238 0.044 0.0491 -0.0742
Si 3.8672 8.9308 40.6238 -0.0078 -0.0791 0.0318
Si 7.7343 8.9308 40.6238 -0.0103 -0.0253 -0.0455
Si 1.9336 12.2799 40.6238 -0.0735 0.0511 -0.0192
Si 5.8008 12.2799 40.6238 0.0791 0.0552 0.0248
Si 9.6679 12.2799 40.6238 -0.0219 0.0277 -0.0111
Si 0.145 -1.6082 25.2781 -0.0037 -0.0017 0.0008
Si 1.6815 1.923 27.6732 -0.0004 0.0044 -0.005
Si 4.6884 -1.2012 28.4487 0.0011 -0.0022 -0.0005
Si 5.6452 -2.3561 31.2834 -0.025 0.0048 -0.011
Si 10.5684 1.4347 31.2398 0.0172 -0.0088 0.0046
Si 14.4189 5.382 33.2251 -0.0173 -0.0218 0.0353
Si 2.7071 2.1994 30.7818 0.0357 -0.0103 -0.0043
Si 4.5583 5.9562 26.8964 0.0034 -0.0019 0
Si 3.0923 7.9934 22.6492 0.0017 -0.0027 0.0006
Si -2.5886 5.5144 33.7381 -0.0009 0.0094 -0.0319
Si 3.8699 8.8493 33.5703 0.0089 0.0059 0.0006
Si 11.677 8.4509 33.4495 -0.0095 -0.0164 0.0095
Si -3.9541 8.1675 33.0571 -0.0029 -0.0094 0.0005
Si 1.5504 -1.914 28.227 0.0012 -0.0029 0.001
Si 2.5377 6.5098 29.0857 0.0119 -0.0073 0.0008
Si 5.0333 -0.8789 33.041 -0.0207 0.0068 0.0098
Si 0.106 5.0707 30.406 -0.0004 -0.0054 0.0109
Si 9.075 1.8759 19.7871 -0.0011 -0.0073 -0.0059
Si -5.1398 14.5302 28.8307 0.0036 0.0054 0.0011
Si 0.7781 4.3547 32.6783 0.0328 0.0086 -0.0295
Si 7.7683 2.8709 26.454 0.0022 0.0036 0.0021
Si 0.1245 10.7757 33.0745 -0.0138 -0.0031 -0.0042
Si 0.9392 15.4826 32.3003 -0.0478 0.0145 0.0233
Si 13.8908 11.4264 32.4315 0.0317 0.0054 0.0025
Si -3.7714 -2.9036 32.3108 0.0105 0.0012 0.0124
Si 8.0675 4.6001 30.0249 0.0082 -0.0061 -0.0073
Si 9.3603 7.6885 27.5254 0.0232 0 0.0264
Si 6.566 3.1868 31.1497 -0.0052 0.0021 -0.0036
Si 5.0493 1.2679 22.0992 0.0079 0.0015 -0.0047
Si 7.3326 2.3936 33.2712 0.0006 0.0011 0.0034
Si 2.019 8.8249 29.8154 -0.0073 0.004 -0.0025
Si -1.4892 15.3299 27.9048 0.0019 0.001 -0.0017
Si 10.1291 3.3358 29.831 -0.0028 0.0151 -0.0079
Si -1.2123 6.9952 30.4797 -0.0354 -0.0129 -0.0563
Si 9.1597 10.6329 26.4253 -0.0011 -0.0017 0.0051
Si 9.6311 15.363 33.3265 0.0012 0.0056 -0.0001
Si 1.7099 0.7449 34.1688 -0.0181 0.007 0.0022
Si 6.4028 0.4646 34.3383 -0.0032 -0.0003 -0.0044
Si 9.728 0.0725 34.6434 0.0084 -0.0034 -0.0052
Si -0.8964 3.9944 34.2596 -0.0212 -0.0147 0.0152
Si 4.7956 5.2221 34.5546 0.0128 0.0021 -0.0204
Si 7.0566 4.3891 34.4807 -0.0031 0.003 -0.002
Si 2.0744 7.5176 34.2209 -0.0017 0.0011 -0.0128
Si 5.6535 7.5214 34.3323 0.0047 0.0092 -0.0017
Si 9.5874 7.705 34.3628 0.0054 0.01 -0.0018
Si 0.1576 12.396 34.6521 -0.0001 0.0028 0.003
Si 3.7267 11.0502 34.3286 0.0091 0.0041 -0.0293
Si 7.9155 11.9779 34.3498 -0.0013 -0.004 -0.0087
Si 1.9454 1.1422 36.5775 0.0038 0.0064 -0.0082
Si 5.8192 1.0668 36.6209 -0.0002 0.0011 -0.0002
Si 9.6503 1.0705 36.7771 -0.0003 0 0.0038
Si -0.0581 4.4221 36.5744 0.0018 0.0022 -0.0018
Si 3.9335 4.5187 36.688 -0.0117 -0.0009 -0.0026
Si 7.7037 4.4419 36.7382 0.0005 0.0002 0.0038
Si 1.9454 7.7594 36.6182 -0.0003 -0.0069 0.0006
Si 5.8026 7.8247 36.6799 0.0004 0.0005 -0.0018
Si 9.6617 7.828 36.7032 0.0002 0.0017 -0.0038
Si 0.0312 11.2046 36.7153 0.003 -0.0007 -0.0036
Si 3.8453 11.1773 36.6872 0.0019 0.0046 0.0088
Si 7.7386 11.1848 36.6266 -0.0026 -0.0053 0.0011
Si 0.0063 -0.0019 5.2034 -0.0019 0.0004 -0.0001
Si 3.8701 -0.0084 5.1191 0.002 0.0021 -0.0008
Si 7.7285 -0.0122 5.2124 0.0027 -0.0009 -0.0014
Si 1.9332 3.34 4.9935 0.0013 0.0016 -0.002
Si 5.8174 3.3637 5.1666 -0.0009 0.001 -0.002
Si 9.6335 3.3448 5.1084 -0.0053 -0.0004 -0.0007
Si 0.0166 6.6909 5.0667 0.0001 0.0043 0.0029
Si 3.8941 6.6921 5.2182 0.0018 0.0017 -0.0013
Si 7.7444 6.7056 5.0741 0.0014 -0.0013 -0.0005
Si 1.928 10.0587 5.0824 -0.0014 -0.0005 -0.0021
Si 5.7837 10.0588 5.152 -0.0014 -0.0003 -0.001
Si 9.6677 10.0573 5.2025 0.0011 0.0007 -0.0017
Si -0.003 0.0042 7.636 0.0036 0.002 -0.0009
Si 3.8819 -0.0257 7.4789 -0.0007 0.0044 -0.0018
Si 7.7182 -0.0508 7.6588 -0.001 -0.0017 -0.0021
Si 1.9031 3.3068 7.2842 -0.0025 0.0003 0.0034
Si 5.8674 3.422 7.5675 -0.0033 -0.0039 -0.002
Si 9.5399 3.3576 7.4597 -0.0042 -0.0024 -0.0005
Si 0.1739 6.647 7.3845 0.014 -0.0023 -0.003
Si 4.0646 6.673 7.6626 -0.0002 0.0006 0.0025
Si 7.8627 6.7824 7.3989 0.0071 0.0011 0.0003
Si 1.8873 10.0796 7.4148 0.002 0.0088 0.0029
Si 5.696 10.0928 7.5354 -0.0015 0.0094 -0.0002
Si 9.6498 10.0638 7.6305 -0.0037 0.0039 0.0012
Si -0.0789 2.3228 8.1466 0.0033 0.0018 -0.0021
Si 3.8619 2.2592 8.0541 -0.0015 0.0004 0.0097
Si 7.6554 2.1673 8.512 0.0051 0.003 0.0025
Si 2.0848 5.4509 8.1672 -0.0072 0.0035 0.0079
Si 3.8577 3.1554 11.0482 -0.0084 -0.004 -0.0058
Si 9.8085 5.6322 8.1372 -0.0112 0.0029 0.0057
Si 1.4111 4.7491 10.3 0.0204 -0.0168 -0.0198
Si 3.7642 8.946 8.3062 0.0016 -0.0037 0.0036
Si 7.537 8.7151 10.6236 -0.0096 0.01 -0.0272
Si 1.9726 12.2712 8.4013 0.0027 -0.0067 0.0035
Si 5.7224 12.2682 8.4947 -0.0004 -0.0066 0.0005
Si 9.7005 12.287 8.5165 -0.0018 -0.0064 -0.0061
Si -2.4279 8.5912 14.6174 -0.0027 -0.0023 0.0057
Si 5.0147 -1.2859 10.8649 0.0027 -0.0027 0.0031
Si 7.4763 6.2303 10.6219 0.0055 -0.0088 0.0126
Si 6.0422 10.233 12.1584 -0.0058 0.0047 0.0037
Si 5.1919 5.524 12.1064 0.002 -0.0003 0.0025
Si 7.1382 2.1688 17.4412 -0.0006 0.0024 -0.0088
Si 0.0252 8.8521 8.2107 -0.0039 -0.0073 -0.0015
Si 0.0545 13.663 15.7224 0.0023 0.0028 -0.0036
Si 2.6336 11.6403 10.6697 -0.0041 0.015 -0.0007
Si 7.4255 14.9879 10.9663 0 0.004 -0.0033
Si 5.3961 14.1614 12.1381 0.007 -0.0114 -0.0123
Si 14.5186 9.2904 10.4971 -0.0119 -0.0126 -0.0009
Si -1.9133 -0.667 10.912 -0.0023 0.0197 0.0123
Si 10.5913 -4.8377 17.3932 0.0017 -0.0043 -0.0004
Si 6.4009 -2.5543 17.5106 0.0006 -0.0014 0.0008
Si -4.5403 10.95 14.4391 0.0001 -0.0086 0.0009
Si 8.2684 9.988 21.4566 0.0142 0.0057 0.013
Si 12.2734 8.6026 10.4654 0.0208 0.0181 0.0019
Si 4.7612 14.5644 19.2209 -0.0001 0.0023 -0.0017
Si 0.2415 6.4459 11.3322 -0.0048 0.0024 -0.0045
Si 4.2303 8.6123 12.3174 -0.0023 0.001 0.0083
Si -1.5105 9.8698 11.9507 0.0067 0.0012 -0.008
Si -0.1941 15.1723 11.9627 0.0004 0.0115 -0.0057
Si 9.8071 5.3877 10.4851 -0.0054 -0.0085 -0.0091
O 18.409 -21.0685 12.0771 -0.002 -0.0009 -0.0041
O 16.8843 4.1887 31.4348 -0.023 0.0094 0.0002
O 7.9644 10.4904 25.3569 -0.0048 -0.0008 -0.0032
O -1.3406 -19.8321 26.4011 -0.008 0.0176 0.0063
O -1.5294 40.3782 15.39 -0.0035 -0.002 0.0001
O -30.3181 -6.4152 19.153 0.0004 0.0004 -0.0003
O 16.5069 -22.3717 10.9042 0.0034 0.0028 -0.0006
O 2.3434 24.7436 17.8618 0.0007 0.0004 -0.0011
O 15.3805 -11.1535 9.7187 0.0015 -0.0008 0.0008
O -3.6657 -1.0294 14.5528 -0.0023 -0.0042 -0.0023
O 14.9449 -1.4587 13.9555 0.0005 0.0046 0.0006
O -7.3345 16.1108 19.5292 0.0004 -0.0019 -0.0002
O -13.9978 -4.0949 27.361 0.0038 -0.0142 -0.0008
O -1.1727 -5.2346 24.1451 0.0018 -0.002 -0.0137
O 21.7045 34.1633 28.9025 -0.0055 -0.013 0.002
O 26.2829 1.0984 14.6361 0.003 -0.0044 -0.0001
O 16.6959 13.7828 28.3455 -0.0005 0.0015 -0.0032
O 26.9761 -24.4885 25.1529 0.0005 -0.0046 -0.0015
O 1.9771 16.7312 26.9048 0.0007 -0.0015 0.0017
O 7.68 13.4775 29.1341 -0.0001 -0.0056 0.0019
O 8.971 25.3737 27.3288 -0.0029 -0.0066 -0.0124
O 5.8998 -8.4877 20.207 0.0001 -0.0032 0.0003
O 25.0537 6.2944 18.9914 0.0014 0 -0.0005
O -10.3714 18.8926 29.2176 0.0075 -0.0059 -0.0143
Si 3.1095 0.8061 25.296 -0.001 0.0006 0.0053
Si 3.6388 9.7179 31.3992 -0.0039 -0.0021 -0.0016
Si -3.4962 18.8334 22.9985 0.0033 0.0052 0.001
Si 6.1291 5.6527 8.5071 -0.0016 0.0066 -0.0039
Si -0.4269 16.7204 10.2364 -0.0098 0.0079 0.0126
Si 7.2829 5.503 27.9141 0.0008 0.0006 -0.0021
Si -1.342 0.4198 23.4221 0.0019 -0.0026 0.0028
Si -3.1258 12.3462 19.3783 0.0009 -0.0088 0.0008
Si 8.5198 5.4178 15.0419 0.0004 -0.0025 0.0018
Si 15.2982 4.5329 31.1642 0.0223 -0.002 -0.0141
Si 10.6964 -0.8259 30.0962 0.001 0.0107 -0.0058
Si 0.6401 18.5964 19.1326 0.0018 0.0018 -0.0025
Si 10.3051 5.8949 21.2701 0.0031 0.0081 -0.0011
Si 2.172 9.0397 14.6664 -0.0031 0.0003 0.003
Si -6.1789 12.0646 25.596 0.0032 -0.004 0.0005
Si 3.6082 4.4871 14.6273 -0.003 -0.002 -0.0001
Si 12.1334 -0.7002 21.0384 -0.0011 -0.003 -0.002
Si -8.4583 13.6849 32.2949 0.0369 -0.022 -0.0107
Si 3.744 -1.1876 17.6983 0.0001 -0.0032 -0.001
Si 1.5383 5.6823 23.8985 -0.0015 0.0024 0.0042
Si 1.7476 11.7796 13.6078 0.0016 -0.0011 -0.0015
Si -1.5008 -2.7093 31.3927 0.0001 -0.004 0.0081
Si 19.3796 8.4245 18.9089 0.0015 -0.0018 -0.0012
Si 13.4095 1.9947 14.2295 -0.0034 0.0008 -0.0012
Si 2.0097 4.0159 21.4361 -0.0007 0.0026 -0.0029
Si 7.2471 0.697 24.35 -0.0001 0.0012 0.0049
Si 14.7361 3.6708 25.8005 0.0004 0.0051 0
Si 11.0018 18.9281 16.6274 0.0007 -0.0012 0.0004
Si 1.1002 -3.201 22.7143 -0.0004 -0.0037 0.006
Si 6.0565 4.1656 16.4583 0.0018 0.0023 0.0011
Si 1.2484 6.2664 14.4059 0 -0.0029 0.0056
Si -3.1195 0.4104 15.1432 0.0043 0.0032 0.0008
Si 10.9167 8.6162 22.6455 -0.0169 -0.0076 0.006
Si 11.5947 8.7848 31.1283 0.0202 0.0217 -0.0062
Si 18.494 9.9488 24.2804 0.0036 0.0018 -0.0026
Si -2.7197 16.2225 13.2629 0.009 -0.0001 -0.0042
Si 16.4138 3.7847 20.6778 0.0013 0.0028 -0.0021
Si -2.114 3.0663 21.9838 0.0021 0.0094 0.0024
Si 10.3661 6.6737 24.8242 -0.0038 0.0072 -0.0025
Si 14.5481 7.3935 19.5105 0.0004 -0.002 0.0001
Si 7.6286 8.9869 8.2584 0.0045 -0.0091 0.0133
Si 8.4874 -7.0405 31.6179 0.0066 0.0021 0.0325
Si 5.804 6.0326 19.0008 -0.0003 0.0006 -0.0021
Si -0.3916 -0.0593 18.8441 0.0003 -0.002 -0.0088
Si 14.2696 1.0885 22.4596 -0.0064 0.0003 0.0036
Si 1.9204 9.7592 17.6603 0.0014 -0.0036 -0.0037
Si -2.4378 -0.2204 28.4482 0.0048 0.0069 0.0062
Si 4.0507 -0.1758 14.673 -0.0052 -0.0014 0.0005
Si 17.3271 7.142 24.1226 0.0014 0.0014 0
O -13.2378 -1.1314 18.707 -0.0021 0.0031 0.0026
O -4.1216 -8.9228 26.617 0.0026 -0.0011 -0.002
O 12.6287 25.1835 26.6843 0.0025 0.0006 -0.0017
O 7.8485 27.7884 16.53 0.001 -0.0028 0.001
O 10.5182 4.3369 21.7809 -0.0009 -0.0061 -0.0014
O 34.0776 26.4856 22.0755 0.0017 0.0016 -0.0028
O -24.2352 1.4442 19.1948 -0.0006 0.002 0.0027
O 6.9495 -11.2219 27.6858 -0.0006 -0.0041 -0.0034
O -7.4756 -0.4378 25.2154 -0.0004 0.0023 -0.0035
O 0.5477 -1.1725 29.3057 0.0007 0.0002 0.0052
O 25.7392 31.4676 24.6856 -0.0018 0.0006 -0.0019
O 25.1239 13.501 21.3913 0.0009 0.0014 0.0008
O 3.6627 -7.6677 30.0152 -0.0097 -0.0048 0.0019
O 14.2175 8.8269 18.8003 0.0002 0.0018 -0.0018
O 11.5889 9.852 11.34 -0.0227 -0.016 -0.0025
O 18.4807 22.7216 17.8832 -0.0007 0.0027 -0.0023
O 17.8559 24.3576 15.883 0.0023 0.0007 -0.0054
O 33.7248 24.1631 25.5637 0.0018 -0.0003 -0.0018
O -8.7851 -5.8643 21.1208 0 -0.0004 -0.0026
O -18.8313 4.3787 26.5494 -0.0009 -0.0006 -0.0017
O 0.3037 -0.0184 17.332 -0.0024 -0.0015 0.006
O 12.4807 -29.0805 21.3485 0.0035 0.0049 0.0016
O 1.3716 -3.1668 13.9001 0.0033 -0.002 0.0004
O 6.0755 1.9226 30.2006 0.0005 -0.0015 -0.0013
O -3.6909 20.3611 27.528 0.0038 0.0005 -0.0001
O 9.7372 -3.921 21.9169 -0.0176 0.0107 -0.0079
O 16.5375 11.1812 18.1499 0.0023 0.0009 -0.0019
O 0.093 1.6188 27.6238 -0.0037 -0.0018 -0.0008
O 16.1796 17.2433 15.7776 0.0032 0.0013 -0.0001
O 21.5403 22.4176 15.9801 -0.0002 0.0003 -0.0002
O 24.3827 17.3507 20.0374 0.0007 -0.0022 0.0022
O 6.9745 5.0975 15.449 -0.0013 -0.0013 -0.0012
O 8.2068 29.4871 18.6153 0.0031 -0.0021 0.004
O 17.2299 -8.2421 17.6658 -0.0003 -0.001 -0.0004
O 24.2939 -18.9561 14.774 0.0056 0.0049 -0.0004
O 11.7219 5.7916 24.6584 0.0053 -0.0002 -0.0046
O 4.9675 20.0977 25.501 -0.0002 -0.0003 -0.0015
O -0.4884 -13.5491 24.7384 0.0012 0.0018 -0.0029
O -0.6704 13.6916 11.4054 -0.0037 -0.0076 -0.0028
O 15.1079 18.0069 21.1676 0.0001 -0.0011 0.0004
O -1.1758 2.3527 13.1411 -0.0063 0.0004 0.0025
O -3.4333 3.8102 22.6912 0.0025 -0.0059 -0.0033
O -8.4204 -6.8131 27.5554 -0.0033 -0.0002 0.0041
O 5.2943 27.3302 20.6398 -0.0002 -0.0003 0.0012
O 5.5072 11.602 29.7233 0.006 -0.0025 0.0054
O -15.7523 11.8922 18.1972 0.0018 0.0011 0.0005
O 20.9881 -10.7731 26.5873 0.001 0.0013 -0.0041
O -4.2795 10.2276 22.7464 0.0217 -0.0041 -0.0152
O 24.22 -2.2554 24.0624 0.0029 -0.0036 -0.008
O 7.1809 20.2988 18.8704 0.0006 0.0005 -0.0012
O 8.1335 2.8431 11.8063 0.0037 0.0042 0.0008
O -4.8628 8.3509 24.5201 0.0008 -0.0009 -0.0003
O -9.3251 1.903 29.1855 0.0018 0.0007 0.0006
O -0.459 20.4395 17.2179 -0.0005 0.0044 -0.0003
O 12.4136 -14.1555 14.6568 0.0004 -0.0022 -0.0015
O 20.492 -9.0621 13.8758 -0.0005 -0.002 -0.0004
O 24.4529 28.4019 12.7341 0.0023 -0.004 0.0016
O 28.7272 10.8047 24.563 0.0044 -0.0002 -0.0017
O 21.7114 -17.7211 13.3726 0.0016 -0.0005 -0.0046
O 13.6662 15.9722 22.155 0.0022 -0.0039 -0.0008
O -18.678 20.4047 11.9452 0.0003 -0.0013 -0.0014
O 21.8535 2.0347 23.0429 0.0002 0.001 -0.0035
O 11.7907 17.9802 17.6902 -0.0001 0 -0.0019
O 7.581 22.309 20.4493 0.0041 0.0025 0.0044
O 3.068 -14.7498 28.5279 0.0014 -0.0003 0.0005
O 5.9234 1.3013 18.1097 0.0007 -0.0018 0.0014
O 14.2224 -3.8396 22.7489 0 0.0031 -0.0018
O 5.4011 29.6692 21.9008 0.0012 -0.0029 0.0012
O -2.223 -4.8441 18.5137 0.0001 -0.0001 -0.0016
O 14.1713 9.4037 16.1998 -0.0023 0.0001 -0.0037
O 8.1406 1.644 14.1122 -0.0026 -0.0001 0.0014
O -14.0599 9.0133 10.952 0.0099 0.0106 0.0167
O 13.2881 25.4983 11.9955 0.0072 -0.0046 -0.0043
O 11.8776 22.9314 17.737 -0.0005 0.0009 0
O 2.1874 -6.2306 23.7347 0.0007 -0.0015 -0.0011
O 9.1036 -7.5802 24.2461 0.0066 0.0028 0.0027
O -2.9327 -13.2633 23.7535 0.0005 0.0007 -0.0019
O 11.7317 18.793 15.1899 -0.0002 0.0003 -0.0019
O 31.9866 6.982 14.5663 0.0004 0.002 -0.0029
O -7.2826 2.0497 12.1714 -0.0031 0.0045 0.0042
O 8.2981 0.1852 11.1442 0.0077 -0.0111 -0.0069
O -2.163 5.1278 16.3775 -0.001 -0.0003 -0.0014
O -0.7518 19.2452 19.7375 -0.0008 -0.0047 0.0027
O 5.2573 -1.9382 27.1032 0.0001 0.0013 -0.0002
O 2.1612 14.0529 23.9719 0.0026 0.0015 -0.0048
O -7.9832 0.1442 18.6548 0.0008 -0.0002 -0.0002
O 18.9346 -11.2078 25.0365 0.0012 -0.003 -0.0042
O 14.3747 5.8735 14.897 -0.0011 0.0009 -0.0029
O 4.6632 4.7893 13.4343 0.0004 -0.0003 -0.0022
O -3.2055 11.3951 20.6795 -0.0048 -0.0162 0.0068
O 17.7351 0.6883 23.1603 -0.0022 0.001 -0.0046
O 15.7916 12.8042 16.2352 0.0001 0.0008 -0.0043
O -3.3665 -12.9351 19.9667 0.0015 0.0037 0.0011
O -8.093 -4.7531 13.8104 0.0069 0.0006 -0.0102
O -10.7393 6.1254 12.8435 -0.0005 0 0.005
O 17.311 5.9446 28.0408 0.001 0.0006 -0.0039
O 16.9759 0.2238 13.757 -0.0033 0.0034 0.0019
O -23.6549 7.1614 21.892 0.0006 0.0005 -0.0013
O -9.9518 9.8569 28.5283 0.0027 -0.001 0.0004
O 21.208 -1.9567 11.9591 0.0039 -0.0144 -0.0051
O 1.3136 -8.3098 22.4158 0.0011 -0.0025 -0.002
O 6.5972 -20.8511 23.4002 0.0004 -0.0019 -0.0012
O -2.8886 -7.2105 21.6345 0.0005 -0.0019 -0.0013
O 2.3589 -12.6325 26.7353 0.0031 -0.001 -0.0041
O 14.0552 17.3268 11.3301 0.0017 0.0042 0.0021
O -4.8747 13.0524 25.5006 0.0023 0.0009 -0.0016
O 13.9718 3.5076 14.2479 0.0022 -0.0002 -0.0008
O 12.2573 1.7531 15.3717 0.0002 -0.0007 0.0001
O -6.9483 7.7376 23.0411 0.0013 0.0004 -0.0017
O 7.8403 22.8998 14.5119 0.0007 0.0034 0.0004

Results
free energy: -229398.778 eV
free energy less fixed offsets of O -568.88, Si -635.61 eV per atom: 13.152 eV

The program warned: the cutoff lies below the one the program advises for these potential files; the exchange-correlation potential is rough where the density is thin.
